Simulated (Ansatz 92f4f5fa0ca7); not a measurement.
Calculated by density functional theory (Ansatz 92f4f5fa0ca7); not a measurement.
Periodic cell of 258 atoms, Si166O92, from a study of silicon, its oxide and their interface. The atomic structure is a simulated model.
Doubt: the cutoff is far below the 930 eV that the study's wrapper takes by default for these files, so forces and energies are approximate.
This geometry differs little from another in the collection (a relaxation step or a small displacement).

Settings
functional: PBE
potential files: Ansatz PAW
basis: plane waves
wave-function cutoff: 580 eV
density cutoff ratio: 5
exchange-correlation grid ratio: 1
k mesh: 1 x 1 x 1, Gamma-centred
self-consistency stop: 5e-08 eV per atom in the density residual
occupations: fixed
spin: none
net charge: 0

Cell vectors (angstrom)
a 10.938 0 0
b 0 10.938 0
c 0 0 37.6857

Atoms and the computed forces on them: element, x, y, z (angstrom), force x, y, z (eV/angstrom)
Si 0 0 0.683 -0.0502 -0.0023 -0.0103
Si 5.469 0 0.683 -0.0346 -0.0408 -0.0146
Si 2.7345 2.7345 0.683 -0.0472 -0.0259 0.009
Si 8.2035 2.7345 0.683 -0.0395 -0.0222 -0.0021
Si 0 5.469 0.683 -0.0378 -0.0185 -0.0118
Si 5.469 5.469 0.683 -0.0583 -0.0064 -0.0149
Si 2.7345 8.2035 0.683 -0.0365 -0.0241 0.0009
Si 8.2035 8.2035 0.683 -0.0303 -0.0144 -0.0003
Si 1.3673 1.3673 2.0503 -0.0229 0.0391 -0.0473
Si 6.8362 1.3673 2.0503 -0.0244 0.0552 -0.0188
Si 4.1018 4.1018 2.0503 0.0855 0.0894 -0.0315
Si 9.5708 4.1018 2.0503 0.05 0.1284 -0.0646
Si 1.3673 6.8362 2.0503 0.0147 0.064 0.0034
Si 6.8362 6.8362 2.0503 0.0155 0.0541 -0.0336
Si 4.1018 9.5708 2.0503 0.0548 0.1173 -0.053
Si 9.5708 9.5708 2.0503 0.0774 0.1044 -0.0339
Si 2.7345 0 35.6342 -0.0645 -0.0469 -0.1081
Si 8.2035 0 35.6342 -0.0543 -0.0872 0.088
Si 0 2.7345 35.6342 0.0292 -0.0823 0.161
Si 5.469 2.7345 35.6342 -0.1078 -0.0668 -0.0772
Si 2.7345 5.469 35.6342 0.0219 -0.0652 0.0067
Si 8.2035 5.469 35.6342 -0.0304 -0.0547 -0.0778
Si 0 8.2035 35.6342 -0.0583 -0.0978 -0.1197
Si 5.469 8.2035 35.6342 -0.0492 -0.1192 0.0575
Si 4.1018 1.3673 37.0015 0.0197 0.0421 0.0033
Si 9.5708 1.3673 37.0015 0.0765 -0.0226 -0.0002
Si 1.3673 4.1018 37.0015 0.0422 -0.005 0.0066
Si 6.8362 4.1018 37.0015 0.0614 0.0051 -0.0025
Si 4.1018 6.8362 37.0015 0.029 0.0296 0.0072
Si 9.5708 6.8362 37.0015 0.0498 0.0239 0.0029
Si 1.3673 9.5708 37.0015 0.0163 0.0463 -0.0091
Si 6.8362 9.5708 37.0015 0.0314 0.0464 0.0026
Si 0.306 -0.5866 27.7465 0.1623 0.0405 -0.1926
Si 4.7738 0.3689 27.5944 -0.0896 0.0845 -0.0756
Si 3.4413 2.3809 27.4426 -0.0387 -0.2265 0.076
Si 8.0177 2.615 27.3403 -0.051 0.0687 0.1373
Si -0.0006 6.0852 27.1007 -0.0197 0.0163 0.0031
Si 5.8714 4.9736 27.3463 0.1433 -0.0295 -0.0683
Si 2.1126 8.7257 27.5831 -0.078 0.0468 -0.0671
Si 8.4333 8.014 27.3587 0.0114 -0.0606 0.0675
Si 1.1945 1.137 29.0137 0.1812 0.1442 -0.1523
Si 6.7224 1.2032 28.7049 -0.0044 -0.0264 -0.0333
Si 4.2602 4.0492 28.8122 -0.0283 0.0501 0.082
Si 9.5196 3.8648 28.6886 -0.0276 -0.0571 -0.0424
Si 1.3112 6.9206 28.8466 0.0381 0.0208 0.0316
Si 6.891 6.7148 28.6028 0.049 -0.0045 -0.0153
Si 3.9317 9.5459 28.8474 0.0187 -0.0168 0.0388
Si 9.5008 9.4132 28.9153 -0.0496 -0.0629 0.0392
Si 2.7163 -0.0501 30.3527 -0.0177 0.0001 -0.0744
Si 8.1206 -0.082 30.1326 -0.032 0.0372 -0.0362
Si -0.0974 2.6421 30.2209 -0.0023 0.0411 -0.0306
Si 5.5296 2.6507 30.2139 -0.0345 -0.0212 -0.1511
Si 2.729 5.4175 30.0424 -0.0213 0.0045 0.0046
Si 8.2473 5.3915 30.0686 -0.0202 -0.0019 -0.0375
Si -0.05 8.1341 30.3311 0 0.0089 -0.2152
Si 5.4456 8.0908 29.9925 -0.0578 0.0415 0.026
Si 4.14 1.3383 31.5983 -0.0949 0.0055 0.0533
Si 9.4585 1.2915 31.5563 0.0363 0.0128 0.0185
Si 1.357 4.0526 31.4681 0.02 -0.0046 0.018
Si 6.875 4.0638 31.5109 0.0524 0.0492 0.0265
Si 4.0814 6.7802 31.4472 0.0233 0.0094 -0.0174
Si 9.533 6.725 31.5702 -0.0976 -0.0224 0.0675
Si 1.3066 9.5331 31.6407 0.0919 -0.0235 0.0896
Si 6.7735 9.4662 31.4641 -0.0328 -0.0314 0.0241
Si -0.0619 -0.0187 32.9372 -0.0136 0.0427 0.0363
Si 5.4799 -0.0677 32.9066 0.033 -0.022 -0.0116
Si 2.728 2.7214 32.8928 -0.0051 0.0082 -0.003
Si 8.1829 2.7112 32.9265 -0.0108 -0.0123 0.0238
Si 0.009 5.4038 32.8993 0.0394 -0.018 -0.0058
Si 5.4637 5.4374 32.8472 -0.0161 0.015 0.023
Si 2.7408 8.1492 32.8921 -0.026 -0.011 0.0246
Si 8.1586 8.1414 32.8805 0.0234 0.0133 0.0026
Si 1.3459 1.3604 34.2625 0.0209 -0.0087 0.0044
Si 6.8187 1.3374 34.2728 -0.0047 0.0158 0.0132
Si 4.0938 4.0972 34.2523 0.0086 -0.0117 0.0118
Si 9.5689 4.073 34.2768 -0.0205 0.0216 -0.0029
Si 1.3573 6.8059 34.2606 0.0052 0.0101 0.019
Si 6.8015 6.8066 34.2612 0.0001 -0.0182 -0.0039
Si 4.089 9.5398 34.2674 -0.0216 0.0058 0.0074
Si 9.5238 9.5336 34.2667 -0.009 -0.0358 0.0163
Si 2.7522 0.0239 3.4097 0.0008 0.0047 -0.0089
Si 8.2219 0.0249 3.4123 -0.0026 0.0102 -0.002
Si 0.018 2.7642 3.4101 0.0103 -0.0008 0.001
Si 5.4842 2.7587 3.4191 0.0047 -0.0062 -0.0069
Si 2.7581 5.4936 3.4167 0.0024 0.0131 0.0025
Si 8.217 5.4891 3.4152 -0.0025 -0.0005 -0.0072
Si 0.0165 8.2279 3.4163 0.0105 -0.0018 -0.0108
Si 5.4868 8.2291 3.414 0.0158 -0.0044 0.0011
Si 4.0818 1.4298 4.7764 -0.0278 0.033 -0.0175
Si 9.5676 1.4306 4.7681 -0.0046 0.0001 -0.0142
Si 1.3845 4.1402 4.7767 -0.0044 0.004 -0.0116
Si 6.8577 4.1293 4.7875 0.0318 -0.016 -0.0131
Si 4.1241 6.8761 4.7849 -0.0017 -0.0064 -0.0113
Si 9.5643 6.8878 4.773 -0.0306 0.0264 -0.0068
Si 1.3999 9.599 4.7734 0.0118 -0.0275 -0.008
Si 6.8476 9.615 4.7763 -0.017 0.0038 -0.0114
Si 0.0373 0.081 6.0702 0.0072 0.0263 -0.0058
Si 5.4705 0.0805 6.0941 0.0424 -0.0396 -0.0076
Si 2.7439 2.8088 6.1845 0.0066 -0.0308 -0.0319
Si 8.2294 2.796 6.1843 -0.0407 -0.0035 -0.0285
Si 0.0158 5.5335 6.0998 0.0093 -0.0478 -0.0055
Si 5.5063 5.5142 6.1348 -0.036 0.0082 0.0017
Si 2.7738 8.2496 6.1645 -0.014 0.01 -0.0213
Si 8.2116 8.2639 6.1596 0.0093 -0.03 -0.0266
Si 1.3377 1.4301 7.5059 0.0564 -0.0428 0.0003
Si 6.7855 1.44 7.4961 0.0174 0.037 0.0119
Si 4.1297 4.2071 7.5304 0.0476 -0.0509 0.0346
Si 9.6318 4.2027 7.5101 -0.0245 0.0114 0.1001
Si 1.3683 6.871 7.4839 0.0358 0.0383 0.0823
Si 6.8504 6.8719 7.5268 0.0637 0.0175 0.0244
Si 4.1599 9.6663 7.4861 -0.0612 -0.0037 0.0575
Si 9.6193 9.6985 7.4231 -0.0089 -0.0506 0.0795
Si 2.7613 0.0952 8.8361 0.0297 -0.0101 -0.076
Si 8.2155 0.0894 8.7783 0.023 -0.0183 -0.056
Si 0.0297 2.8298 8.9095 0.0155 0.073 -0.011
Si 5.4871 2.8493 8.9266 0.0464 0.053 -0.0519
Si 2.7468 5.5547 8.9059 -0.049 -0.0029 -0.0216
Si 8.2995 5.5823 8.9149 -0.0078 -0.0908 -0.06
Si 0.0557 8.3455 8.7826 -0.024 -0.0017 -0.0831
Si 5.5019 8.2839 8.8677 0.0131 0.0211 -0.0432
Si 3.899 1.6441 10.1881 -0.0676 0.0608 0.0768
Si 9.2753 1.7161 10.1045 -0.1125 0.1488 0.0467
Si 1.655 3.9424 10.265 0.0477 -0.015 -0.0657
Si 7.0944 4.0437 10.2242 0.1417 -0.1262 -0.0117
Si 3.8659 7.2076 10.1793 -0.0744 0.0758 0.0538
Si 9.5038 7.2164 10.1649 -0.0816 0.1448 0.0821
Si 1.6106 9.4682 10.153 0.1163 -0.1082 0.0915
Si 7.1812 9.3929 10.109 0.134 -0.1045 0.0243
O 6.957 3.8075 26.809 -0.0014 -0.0207 0.0198
O -0.1029 10.9604 26.2615 -0.0118 -0.0507 0.1894
O 8.1748 2.8445 10.6358 -0.1546 0.0823 -0.0527
O 2.7252 8.3251 10.6575 -0.1347 0.1309 -0.0227
O 2.7798 2.7862 10.6844 0.017 -0.072 -0.0197
O 8.3127 19.2248 10.6235 0.0603 -0.0922 -0.0364
O 7.7301 8.8611 26.1199 -0.0121 0.028 -0.0024
O 3.4781 2.8961 25.8943 -0.0276 0.0308 -0.0431
O 4.5337 0.8233 11.4778 0.0325 -0.0301 -0.0404
O 9.829 1.0017 11.4561 0.0301 -0.0573 -0.0247
O 0.9213 10.164 11.4843 -0.0257 0.0302 -0.0137
O 6.6347 10.0956 11.4736 -0.0242 0.0134 -0.0348
O 10.4061 6.8016 11.4988 0.0187 -0.0218 -0.0097
O 1.0789 4.6411 11.6502 -0.0164 0.0091 -0.0107
O 6.5249 4.7943 11.5914 -0.0319 0.0346 0.019
O 4.5361 6.6117 11.5525 0.0279 -0.036 -0.0425
O 6.4331 -0.5599 24.2537 -0.0367 0.0018 0.0519
O 4.7005 1.4659 24.017 0.0147 -0.0271 0.0343
O 10.4227 4.577 27.4695 0.0076 0.0367 0.0207
O 12.8043 2.0598 27.7842 -0.0437 -0.0699 0.1225
O 9.6394 7.049 26.7405 0.0018 -0.0174 0.009
O 11.898 6.0034 25.7647 -0.0111 0.0015 0.0297
O 5.152 5.5695 25.9993 -0.0161 0.0079 0.0446
O 2.3224 8.3074 25.9739 -0.0225 -0.0217 0.0864
Si 2.0904 1.2122 14.086 -0.0043 0.0078 0.0746
Si 1.2594 7.3669 14.8638 -0.0053 0.0287 0.0327
Si 6.3176 7.7176 17.7102 0.0025 -0.0088 -0.0494
Si 6.7993 1.9612 14.4817 0.0142 0.0325 0.0703
Si 11.692 2.2178 23.0924 0.0264 0.0034 -0.0403
Si 5.5163 10.8157 12.3838 -0.0008 -0.0084 0.0928
Si 4.0952 3.4228 14.247 0.0276 -0.0075 0.0695
Si 1.5904 7.7438 17.8375 0.0045 -0.0001 -0.0419
Si 15.6031 16.5473 24.4453 -0.0381 -0.0037 -0.0266
Si 8.7898 11.5126 16.4591 -0.002 0.0039 -0.0334
Si 6.072 5.9758 20.2693 -0.0015 0.0318 -0.022
Si 3.8902 9.552 17.234 0.0064 0.0064 -0.0309
Si 11.921 1.0358 20.2092 -0.0059 0.0106 0.0093
Si 3.7166 2.7351 24.2964 -0.0126 0.0081 0.0063
Si 10.7522 9.0879 19.871 0.0097 -0.0088 -0.0162
Si 9.7613 3.2062 19.3762 0.02 0.0125 -0.0622
Si 10.4203 3.1218 16.612 0.0019 -0.0073 -0.0379
Si 7.9669 -0.8531 19.0312 -0.0053 0.0134 -0.0363
Si 7.3188 6.878 14.7473 0.039 -0.0132 0.0583
Si 4.3281 -1.4164 22.0087 0.0053 -0.0085 -0.0072
Si 5.8661 0.9065 20.661 -0.0062 -0.0055 -0.0265
Si 3.0764 7.1009 20.5257 -0.0032 0.0064 -0.0234
Si 4.8888 -0.0939 24.4672 0.0029 0.0095 0.0228
Si 9.9661 4.5725 21.9064 0.0398 -0.0093 -0.0275
Si 11.5634 18.0563 22.202 0.0158 -0.0004 -0.0305
Si 5.464 5.6715 12.4888 -0.0257 -0.0376 0.0658
Si 12.8347 7.0939 24.9597 0.0256 0.0463 -0.0207
Si 3.7596 12.374 18.739 -0.0113 -0.0024 -0.0421
Si 8.8932 4.2502 14.2059 -0.0173 -0.0077 0.0889
Si 7.7544 9.4909 24.5986 -0.0046 0.0156 -0.0569
Si 7.3973 14.2514 21.1136 0.0021 -0.002 -0.0198
Si 9.5689 9.141 14.5265 -0.0051 -0.0245 0.0785
Si 6.6212 7.4916 22.6822 -0.0255 0.0037 -0.0239
Si 10.9837 5.6106 12.4686 0.0004 -0.0141 0.054
Si 10.8165 0.1209 12.3753 -0.0015 -0.0159 0.0757
Si 2.4201 2.9427 16.4803 -0.0038 -0.0087 -0.0033
Si 3.5423 9.4225 14.259 -0.0124 -0.0108 0.0663
Si 9.7954 0.7802 25.2739 -0.0053 0.0124 -0.0409
O 10.1076 1.5333 16.3744 -0.0056 0 0.0023
O 3.2368 17.32 24.3802 0.0141 -0.0087 0.0385
O 13.4433 12.3116 19.7669 -0.0081 -0.0063 0.0169
O 9.5138 3.6818 17.8407 0.0024 -0.0048 0.0422
O 6.3461 4.3861 20.4722 0.0006 -0.0038 0.0178
O 11.0468 3.6407 22.6687 -0.0043 -0.0176 0.0198
O 5.6798 8.6566 22.0829 0.0082 -0.0082 0.0256
O 7.4684 1.2762 15.7968 0.0211 -0.0159 0.0015
O 11.9977 7.6663 23.679 -0.016 -0.0003 0.0219
O 1.4135 6.862 16.4436 0.0016 -0.0005 0.0315
O 1.0111 3.5107 17.0333 -0.0048 -0.0011 0.004
O 3.1642 3.9935 15.4692 -0.0126 -0.0146 -0.0137
O 4.3132 9.6999 15.6675 0.0066 0.0084 0.0167
O 4.8325 8.3816 17.8643 0.0048 -0.009 0.01
O 2.5269 7.0273 18.9792 0.0007 -0.0044 0.012
O 8.9889 -0.3915 24.4536 0.0193 0.0078 0.0497
O 3.2069 2.259 13.4886 -0.0121 -0.0023 -0.0178
O 8.4841 11.249 18.0253 -0.0078 -0.0079 0.0405
O 3.8879 -1.0512 23.5584 0 0.0034 0.0092
O 6.4009 6.4422 18.7335 0.0009 -0.0041 0.0168
O 6.9096 -0.1846 20.0588 0.0113 0.0006 0.0168
O 11.0851 8.362 21.2813 -0.0111 0.0073 0.0098
O 9.1051 10.0922 15.7518 0.0021 0.0136 -0.0045
O 6.3475 0.8034 13.436 -0.0093 -0.0105 -0.0544
O 6.2096 6.6528 13.5627 0.0011 -0.0037 -0.0402
O 10.7136 1.608 24.2292 -0.0238 -0.0214 0.0636
O 1.93 6.4089 21.4784 0.0073 0.0012 0.0133
O 0.825 6.1947 13.7949 -0.0034 -0.002 -0.0407
O 8.418 4.0486 22.195 -0.0132 0.0005 0.024
O 5.4551 2.7876 14.8994 -0.0062 -0.0019 -0.04
O 3.462 2.6201 17.6702 0.0144 -0.0114 0.0208
O 11.7515 12.1327 21.8217 -0.0012 0.0081 0.0002
O 7.815 8.2277 23.5376 -0.0086 -0.0088 0.0218
O 10.2957 6.0926 22.3705 -0.0161 0.0017 0.0204
O 5.1347 12.7495 19.5145 0.0074 0.0006 0.0148
O 4.0688 10.9641 17.9885 -0.0009 -0.003 0.0156
O 10.0887 3.8649 15.2248 0.0057 -0.0169 0.0005
O 6.582 1.9979 21.669 0.0056 0.0065 0.0159
O 10.8825 12.9662 19.436 0.0013 -0.0022 0.0235
O 15.3979 4.1114 23.8008 0.0105 0.0064 0.0314
O 9.179 -1.4783 19.9057 -0.0062 -0.0018 0.0208
O 2.0057 1.5713 15.6743 -0.0022 0.0121 -0.0216
O 7.9005 3.0015 13.8539 0.0095 0.001 -0.029
O 0.6633 1.2462 13.2923 0.0068 -0.0175 -0.0519
O 4.6049 -0.2657 26.053 0.0292 0.0371 0.0792
O 10.9858 8.4505 14.9135 0.0157 -0.0113 -0.0272
O 4.4935 6.2927 20.6102 0.0032 -0.0099 0.0138
O 0.1725 8.1445 18.5638 -0.005 0.0001 0.0143
O 5.7908 6.4342 23.6102 0.0241 0.0179 0.0143
O 2.6841 8.0217 14.3291 -0.0022 -0.0028 -0.0246
O 10.2186 4.4856 20.2848 -0.0108 -0.0088 0.0121
O 4.6873 9.5916 13.1051 -0.0029 0.0079 -0.0544
O 8.3357 2.6715 19.939 -0.0003 -0.0001 0.0095
O 8.0739 5.451 14.9371 0.0022 -0.001 -0.0337
O 2.3283 9.1236 17.3625 -0.0003 -0.0016 0.0242
O 3.2716 8.6571 21.0952 -0.0008 -0.0048 0.014
O 13.2151 2.4972 23.5863 -0.0378 -0.003 0.0109
O 9.6521 4.7468 12.8588 -0.0005 -0.0089 -0.0437
O 11.6353 10.445 19.764 -0.0036 0.0074 0.009
O 8.3877 8.0324 14.2866 0.0074 0.0094 -0.0355
O 6.6052 7.2558 16.1683 -0.0111 0.0075 0.0267
O 9.8365 10.0651 13.2165 0.0301 0.0305 -0.0799
O 7.3736 8.8682 18.1351 -0.0106 0.0005 0.0183
O 8.7604 12.7268 26.0934 0.0315 -0.0143 -0.0435
O 7.1052 6.7174 21.3253 -0.0033 -0.0057 0.006
O 2.4704 -0.3465 13.9702 0.0111 -0.0063 -0.0542
O 4.6742 0.0307 21.3479 0.0069 0.0174 0.0127
O 4.4628 4.6277 13.2414 0.0267 0.0219 -0.0714

Results
free energy: -157854.147 eV
free energy less fixed offsets of O -568.88, Si -635.61 eV per atom: -5.927 eV

The program warned: the cutoff lies below the one the program advises for these potential files; the exchange-correlation potential is rough where the density is thin.
